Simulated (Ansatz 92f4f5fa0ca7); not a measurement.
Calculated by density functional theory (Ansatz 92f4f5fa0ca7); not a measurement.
Periodic cell of 254 atoms, Si144O106N4, from a study of silicon, its oxide and their interface. The atomic structure is a simulated model.
This geometry differs little from another in the collection (a relaxation step or a small displacement).

Settings
functional: r2SCAN
potential files: Ansatz PAW
basis: plane waves
wave-function cutoff: 800 eV
density cutoff ratio: 5
exchange-correlation grid ratio: 1
k mesh: 1 x 1 x 1, shifted by 0.5 0.5 0 of a step
self-consistency stop: 1e-10 eV per atom in the density residual
occupations: fixed
spin: none
net charge: 0

Cell vectors (angstrom)
a  10.887  0  0
b  0  10.887  0
c  0  0  35.8817

Atoms and the computed forces on them: element, x, y, z (angstrom), force x, y, z (eV/angstrom)
Si  -0.4465  -0.3319  -0.137  -0.0029  -0.021  -0.0823
Si  3.103  2.4404  -0.2773  0.0072  0.0139  -0.105
Si  -0.3682  5.6371  0.2622  -0.0038  -0.0142  -0.0718
Si  3.2004  7.5454  -0.08  -0.0151  0.004  -0.0757
Si  5.3838  0.2596  0.0558  0.0075  0.0022  -0.0696
Si  7.7133  3.2882  0.1933  0.0174  0.0002  -0.0726
Si  5.4089  5.3661  0.4007  -0.0006  -0.0024  -0.0374
Si  8.3834  7.8844  0.3268  -0.0048  0.0043  -0.0664
Si  1.1883  1.3108  0.8612  0.0028  0.0005  0.003
Si  3.9694  3.9082  1.4454  0.0011  -0.0009  0.0066
Si  1.4452  6.6957  1.3262  -0.0016  0.0007  0.0033
Si  4.1486  9.4148  1.1424  0.0002  -0.0012  0.0047
Si  6.7866  1.4802  1.4381  0.0019  0.001  0.0046
Si  9.3348  4.201  1.6363  0.003  -0.0016  0.0037
Si  6.7961  6.7671  1.6051  0.0013  -0.0007  0.0015
Si  9.484  9.4499  1.6439  -0.0005  -0.001  0.0062
Si  -0.0315  2.6539  2.5489  0.0012  -0.0026  -0.0032
Si  2.6346  -0.0474  2.4173  -0.0023  0.0004  0.0008
Si  0.1052  8.0921  2.7873  0.0016  0.0002  -0.0002
Si  2.656  5.3237  2.7688  0.0007  0.0014  0.0012
Si  5.4012  2.7037  2.8552  0.0006  -0.0009  0.0012
Si  8.108  0.043  2.7902  0.0002  0.0008  0.0009
Si  5.4052  8.2149  2.7545  -0.0026  0.0026  -0.001
Si  8.0991  5.4968  3.0524  -0.0007  -0.0021  0
Si  1.2751  3.9809  4.0594  -0.0012  -0.0016  -0.0003
Si  3.9788  1.264  4.0024  -0.0009  -0.0023  -0.0011
Si  1.4175  9.5516  4.0322  0.0023  0.0007  -0.0004
Si  4.0539  6.77  4.0543  -0.0002  -0.0001  0
Si  6.7367  4.059  4.2516  0.0006  -0.0006  0.0008
Si  9.5523  1.3642  4.0512  -0.0006  0.0016  0.0003
Si  6.753  9.5558  4.1256  -0.0002  -0.0002  0.001
Si  9.5765  6.837  4.2217  0  0.0002  0.003
Si  0.0133  -0.0003  5.4102  -0.0002  -0.0011  0.0004
Si  2.6811  2.668  5.4108  -0.0002  -0.0006  -0.0005
Si  0.0036  5.3786  5.4864  0  0.0002  0.0006
Si  2.7377  8.1634  5.4178  0.0007  -0.0019  0.0003
Si  5.3729  -0.0108  5.449  -0.0002  -0.0009  0.0006
Si  8.195  2.6874  5.4727  -0.0007  -0.0002  0.0008
Si  5.3888  5.47  5.503  -0.0008  -0.0003  0.0005
Si  8.1556  8.2197  5.4857  -0.0001  0.0001  0.0007
Si  1.3436  1.3473  6.8118  0.0003  -0.0009  0.0002
Si  4.0373  4.067  6.7922  -0.0004  -0.0006  0.0012
Si  1.379  6.7922  6.7784  -0.0001  -0.001  0.0006
Si  4.084  9.493  6.8233  0.0004  0.0007  -0.0002
Si  6.8  1.3269  6.7862  0  -0.0004  0.0005
Si  9.5295  4.0478  6.8506  -0.0001  0.0003  0.0005
Si  6.7933  6.8181  6.8234  -0.0002  -0.0008  0.001
Si  9.5312  9.5671  6.8117  -0.0001  0.0006  0.0003
Si  0.0242  2.7172  8.2182  0.0004  -0.0012  0.0013
Si  2.7175  -0.0141  8.1434  -0.0002  -0.0009  0.0012
Si  0.0071  8.1648  8.1135  -0.0003  -0.0013  0.0002
Si  2.7289  5.4582  8.1721  0.0005  -0.001  0.001
Si  5.4649  2.7274  8.1047  -0.0002  -0.0006  0.0003
Si  8.1631  0.0049  8.1969  0  -0.0016  0.0008
Si  5.4421  8.1578  8.2051  0.0009  -0.0014  0.0006
Si  8.1675  5.4412  8.1475  -0.0001  -0.0007  0.0013
Si  1.3962  4.1242  9.5572  -0.001  0.0001  -0.0001
Si  4.1017  1.3778  9.4447  -0.0001  -0.0008  0.0005
Si  1.3657  9.505  9.4903  -0.0002  -0.0001  0.0006
Si  4.0694  6.8098  9.5758  0.0005  -0.0006  0.0005
Si  6.8148  4.0747  9.4866  -0.0005  -0.0003  0.001
Si  9.5371  1.3587  9.5675  -0.0005  -0.0011  0.0002
Si  6.8257  9.4898  9.5541  0.0001  0.0002  0.0001
Si  9.5505  6.8014  9.4674  -0.0005  -0.0012  0.0006
Si  0.0489  -0.0353  10.8747  0.0018  -0.0009  0.0008
Si  2.8287  2.7669  10.851  0.0006  -0.002  0.0009
Si  0.0307  5.5283  10.8827  -0.0018  -0.0003  -0.0004
Si  2.6623  8.1772  10.9345  -0.0002  0.0012  0.0005
Si  5.4097  0.0018  10.8078  -0.0013  0.0002  -0.0008
Si  8.1907  2.7744  10.8899  -0.0017  0.0009  0.0015
Si  5.4733  5.419  10.857  0.0011  -0.0014  0.0011
Si  8.2191  8.0957  10.8797  0.002  -0.002  -0.0002
Si  1.4647  1.3885  12.1303  0.0004  0.002  -0.002
Si  4.1682  4.1133  12.2899  -0.0009  -0.0009  -0.0008
Si  1.2876  6.8757  12.3839  -0.0003  -0.0011  0.0002
Si  4.0242  9.5946  12.2114  -0.001  -0.0017  -0.0011
Si  6.7782  1.3513  12.1186  0.0016  -0.0012  -0.0014
Si  9.6014  4.1718  12.2269  0.0005  -0.0021  -0.0008
Si  6.8713  6.6931  12.2219  -0.0002  0.002  -0.0019
Si  9.6119  9.4254  12.2234  -0.0022  0.0007  -0.0022
Si  0.1507  2.785  13.4521  -0.0016  -0.0009  0.0043
Si  2.7239  0.1094  13.6486  -0.0013  -0.0023  0.0029
Si  -0.043  8.224  13.9198  0.0048  0.0009  0.0075
Si  2.7142  5.4855  13.6152  -0.0027  0.0034  0.0048
Si  5.5742  2.6866  13.6146  0.0009  -0.001  0.0029
Si  8.2025  -0.0157  13.3437  0.0001  0.0002  0.0043
Si  5.457  8.1705  13.3596  -0.0003  -0.0001  0.0023
Si  8.2538  5.3955  13.7272  0.0001  -0.0002  0.0058
Si  1.6576  3.8485  14.9431  0.0129  -0.0137  -0.087
Si  3.9564  1.6733  14.9838  -0.0108  0.0041  -0.0742
Si  1.0043  10.1008  15.028  -0.015  0.0017  -0.0725
Si  4.1711  6.8795  14.7868  -0.003  -0.0019  -0.0726
Si  7.4047  3.5038  14.9028  0.0076  -0.0052  -0.073
Si  9.6353  1.3328  14.5603  0.003  -0.0017  -0.0395
Si  6.9557  9.3947  14.6132  0.0152  -0.0104  -0.0662
Si  9.074  7.1134  15.2045  0.0092  0.0107  -0.1027
Si  3.8348  -6.8728  18.9316  -0.0173  0.0164  -0.1892
Si  1.4978  18.8823  23.9821  0.0128  0.0249  -0.2067
Si  16.9624  -11.8011  29.4517  -0.0194  0.018  -0.2257
Si  -23.8131  -7.732  22.2347  -0.0145  0.0027  -0.2048
Si  -10.266  6.0023  26.3186  -0.0147  0.0099  -0.2168
Si  -6.2981  -6.9556  23.2944  0.0105  0.0224  -0.1894
Si  1.6287  0.0023  21.2783  0.0044  -0.0068  -0.1655
Si  17.8108  11.8091  21.6996  0.0123  0.0106  -0.1673
Si  5.4368  -0.0494  17.0414  -0.0328  -0.0021  -0.1642
Si  -5.1119  26.8833  16.7632  0.024  -0.0073  -0.1556
Si  3.0326  8.9082  17.0544  0.0008  0.019  -0.1623
Si  -17.5704  12.7153  20.9178  -0.009  0.0147  -0.1744
Si  5.9843  -1.5495  22.544  0.0258  -0.0038  -0.1499
Si  7.4465  -3.454  20.7888  0.0153  -0.026  -0.1836
Si  24.3938  7.841  21.4192  -0.0212  -0.0184  -0.1782
Si  14.671  10.0742  24.3473  -0.0112  -0.0195  -0.1663
Si  -4.5908  -12.154  26.2773  0.0206  -0.0144  -0.2689
Si  -7.6533  4.3702  30.0043  -0.0323  -0.0019  -0.1916
Si  -8.608  12.8694  27.9975  -0.0159  0.0002  -0.2224
Si  4.8308  6.0291  21.1895  -0.0032  -0.0177  -0.1672
Si  2.9366  -11.7244  29.3838  0.0253  0.0135  -0.1814
Si  9.1247  3.5941  19.1303  0.0127  0.0219  -0.1864
Si  7.9962  0.7025  18.8793  -0.0433  0.0088  -0.175
Si  -12.222  -17.7603  33.9537  0.0046  0.0028  -0.1888
Si  18.2657  -3.1221  24.4788  0.0097  0.0161  -0.1651
Si  -13.7205  -4.5122  18.0443  0.0076  -0.0067  -0.1989
Si  -0.0121  1.2912  23.5912  -0.0277  -0.0385  -0.1832
Si  -13.5697  -11.2938  24.2034  0.0017  -0.0134  -0.162
Si  1.1229  -14.326  18.9964  0.0256  -0.015  -0.1694
Si  -4.898  3.9183  31.0012  -0.0005  -0.0143  -0.1603
Si  19.0464  5.9394  32.1789  -0.0155  0.0113  -0.1514
Si  -21.2914  -7.8933  26.057  0.0095  -0.0052  -0.2005
Si  -14.3653  -6.2361  24.4544  -0.0191  -0.0065  -0.1884
Si  -9.9876  15.4453  17.9235  0.0038  -0.0032  -0.1703
Si  -9.5696  19.7214  33.7749  -0.0191  0.0252  -0.1854
Si  -0.4079  7.5899  31.3494  0.0199  -0.0144  -0.1883
Si  7.8817  1.6165  30.0439  0.0053  -0.0252  -0.1685
Si  -8.9329  0.3439  32.023  -0.0056  -0.0032  -0.1848
Si  7.7785  -0.7545  34.257  0.0046  -0.0087  -0.1535
Si  -0.6449  -1.0073  19.7627  -0.0044  -0.0157  -0.1755
Si  -3.0566  8.7731  31.5902  -0.025  -0.017  -0.1817
Si  -12.6464  4.4465  26.6449  -0.0488  0.021  -0.1897
Si  -8.1087  2.0824  24.9355  0.0241  0.003  -0.1988
Si  -0.7042  13.5848  28.6889  0.0161  0.0439  -0.2187
Si  -12.216  -2.4196  22.5166  -0.0119  0.0047  -0.179
Si  21.2036  -8.7331  31.5922  -0.0122  -0.0065  -0.2017
Si  12.6731  28.8907  29.0792  0.0039  -0.0195  -0.2173
Si  -7.3284  13.839  32.5463  0.0167  0.0124  -0.211
O  -0.6493  3.307  32.6925  -0.0196  0.0473  0.1171
O  4.1412  -3.4026  21.0083  -0.0003  0.013  0.0569
O  2.8241  -7.7706  29.0275  0.0357  0.0632  0.1176
O  -3.1194  8.6488  34.9062  0.0105  -0.0258  0.0776
O  -12.4106  -2.1519  31.0291  -0.0032  -0.0038  0.0605
O  -10.3825  11.9448  32.0672  0.0155  -0.0135  0.0647
O  -14.143  4.4058  26.0575  0.0391  -0.0072  0.1148
O  -1.753  10.9198  34.76  0.0331  0.0059  0.0679
O  1.134  6.6644  27.6797  0.0449  0.0435  0.1683
O  17.2694  -0.0476  34.6708  -0.0332  0.0144  0.0742
O  13.498  0.4328  28.3975  0.0115  -0.0561  0.1004
O  -11.895  5.8555  26.3096  0.0097  -0.0103  0.0646
O  6.1929  9.7712  27.8563  -0.008  0.0169  0.2095
O  6.1092  18.9539  23.5216  0.0171  -0.0151  0.0895
O  13.5418  27.5998  29.5701  0.0207  -0.0276  0.0711
O  -3.37  7.4009  32.3864  -0.0026  -0.0045  0.0575
O  0.1707  8.2993  23.0879  0.0332  -0.0091  0.0824
O  -0.2574  3.6357  18.5502  -0.0339  -0.0156  0.0672
O  0.9448  4.3904  16.306  -0.0191  0.0206  0.1328
O  6.5109  6.3209  17.531  0.0218  0.0176  0.0706
O  10.8284  8.5415  19.0549  -0.0196  0.0329  0.0673
N  11.4937  -8.5928  27.6401  -0.0112  -0.0169  0.1458
O  -4.8929  3.9762  24.0924  0.0326  0.0055  0.0709
O  -2.1606  7.2464  21.7962  0.0242  0.0181  0.091
O  8.3719  -5.9786  18.6055  0.0113  -0.0347  0.0691
O  6.8544  3.9842  16.3546  -0.0267  0.0269  0.0842
O  5.1506  5.7404  15.4233  0.027  -0.0274  0.0753
O  -8.5178  9.2695  24.5392  0.0072  0.0132  0.0651
O  7.9736  8.3082  15.2564  -0.0019  -0.0081  0.0378
O  -6.6529  13.4302  19.4633  0.0073  -0.0411  0.101
O  2.2758  -1.4776  21.2669  0.005  0.0079  0.0593
O  6.5994  0.3544  18.104  0.0655  0.0195  0.1007
O  -2.0381  1.5002  31.3489  0.0294  0.002  0.0873
O  -3.9722  2.89  30.1771  -0.0239  0.0292  0.0676
O  8.0385  7.4515  19.2646  -0.0211  0.0317  0.1323
O  -3.4961  -0.2422  25.6113  -0.0415  -0.0062  0.1166
O  2.8162  2.7799  15.3976  0.0004  0.0044  0.0417
O  -2.3341  2.3694  15.3027  -0.0097  0.0085  0.0419
O  4.2721  9.8255  17.5801  0.0013  -0.0031  0.0581
O  9.5612  11.3786  24.1861  -0.0009  0.0044  0.0572
O  3.5259  7.8437  15.9342  -0.0218  0.0351  0.0812
O  -8.8469  10.3426  30.6812  -0.0306  0.0323  0.1353
O  6.4342  6.1758  20.9897  -0.011  0.003  0.0568
O  1.8032  9.7759  16.4266  0.0341  -0.0225  0.0857
O  6.1847  -0.773  15.8253  -0.0264  0.0288  0.0868
O  3.4234  -18.3423  24.2932  -0.0469  -0.0371  0.0946
O  17.464  -2.0927  21.1032  -0.0233  0.0339  0.0872
O  7.4462  2.3373  22.2343  0.007  0.0151  0.0643
O  4.4481  5.3986  22.6294  -0.0045  -0.0388  0.0979
O  9.2094  10.5145  18.6602  0.0208  -0.0117  0.0706
O  -1.7998  3.7194  20.742  -0.0096  -0.0175  0.1553
N  -3.8821  10.6912  22.9554  0.0227  -0.0184  0.104
O  5.4383  0.8039  21.0463  0.0155  -0.0111  0.0668
O  -4.3928  -17.4645  35.5584  -0.0114  0.0057  0.0396
O  -6.4457  -12.0068  22.8759  -0.0266  0.0143  0.0868
O  2.7828  11.9885  21.0656  -0.0118  -0.0109  0.0564
O  0.6268  6.1267  18.2215  0.0043  0.0329  0.0645
O  4.6452  1.2204  16.4046  0.0289  -0.0282  0.083
O  -2.4619  2.2388  18.5686  0.005  -0.0037  0.062
O  -0.6779  -8.5271  22.5748  0.037  -0.0215  0.0898
O  -1.8087  6.6772  16.7997  -0.0306  -0.0155  0.1322
O  4.5028  -0.8063  29.7768  -0.0032  0.0001  0.0681
O  -2.383  -5.7168  33.5376  0.0241  -0.0365  0.0944
O  -20.5874  -6.399  26.0855  -0.001  0.0025  0.0657
O  -16.6153  3.2193  32.2447  -0.029  -0.0179  0.0869
O  4.512  -7.9793  22.0582  0.007  0.0379  0.1112
O  -11.0906  0.3113  15.3823  0.006  -0.0059  0.0347
O  2.4402  -13.6956  18.2933  -0.0438  -0.0319  0.1051
O  9.6599  -12.2484  21.2594  -0.0154  -0.0277  0.1239
O  15.5102  4.3791  17.5858  -0.0412  -0.0216  0.1042
O  15.1138  5.0906  20.0416  0.0256  0.0443  0.1105
O  -10.2629  -3.4652  30.1384  -0.0667  0.0188  0.1285
O  -10.4503  -13.7512  32.6748  0.0435  0.031  0.1195
O  -34.965  -6.7036  23.4379  -0.0196  0.0318  0.1073
O  -8.6185  4.0749  18.6036  0.0337  -0.0078  0.0673
O  -0.0937  2.8281  30.1834  0.0002  -0.0157  0.1567
O  -6.0337  -17.2704  29.9991  0.0324  -0.0086  0.0745
O  7.7126  -0.8962  32.6414  0.003  0.0346  0.1437
O  -9.7874  -3.8943  25.1514  -0.0249  -0.0689  0.137
O  14.0361  12.3164  32.1169  0.0097  0.0148  0.0687
O  4.1907  -9.6522  35.3735  0.0058  -0.0099  0.0468
O  -1.4189  -6.7878  28.1908  0.0181  -0.042  0.1211
O  0.906  0.2963  22.6975  -0.0303  0.0376  0.1116
O  -9.3096  -3.8658  20.4844  0.0311  0.0161  0.1108
O  -13.9021  11.4644  20.4646  -0.0246  0.0026  0.1324
O  -6.0527  -1.1007  25.5598  0.0407  -0.003  0.107
O  0.5554  -10.8256  20.0565  0.0291  0.0118  0.079
O  8.6491  13.8178  34.7632  -0.0369  -0.013  0.0951
O  -7.8916  2.2009  26.5419  -0.0187  -0.0009  0.1741
O  6.7789  -2.0577  30.3497  0.051  -0.0208  0.1124
O  2.4821  7.8781  34.3621  0.041  -0.0258  0.0933
O  -1.0871  -7.663  25.7935  0.0087  0.0076  0.0844
O  -1.2695  -4.6839  31.4675  -0.0222  -0.0091  0.0611
O  -3.2943  6.2232  24.3095  0.0032  -0.0127  0.0613
O  -10.5107  -1.5233  34.9729  -0.0297  0.0342  0.0859
O  -7.4008  0.7779  24.3267  -0.0127  0.0243  0.0642
O  -0.1277  15.575  34.8104  0.0173  0.0281  0.0919
O  6.9088  8.1438  25.9792  -0.0252  0.0266  0.106
N  -2.2489  8.8253  23.9428  -0.0236  0.004  0.0965
O  3.0967  14.0512  34.0983  -0.0212  -0.0138  0.1581
O  2.0543  10.1638  33.2165  -0.0112  -0.0479  0.0947
O  -8.2972  -13.2375  28.8511  -0.0031  0.0122  0.0666
O  -8.4152  -3.6018  22.9206  -0.0265  0.0051  0.1164
O  -1.3514  6.8599  35.6588  -0.0017  0.0027  0.0424
N  -20.7227  -8.8652  24.7572  0.0178  0.041  0.1283
O  -4.0107  0.4041  29.8548  0.0159  0.0167  0.0685
O  7.0303  5.076  31.4176  0.0338  0.0305  0.0683
O  -1.9772  1.677  28.7733  -0.0353  -0.0132  0.0978
O  -6.5  -4.4611  35.4621  0.0073  -0.0051  0.0351
O  2.7805  14.8616  31.5261  0.0043  -0.0332  0.1207

Results
free energy: -154111.801 eV
free energy less fixed offsets of N -386.36, O -570.45, Si -639.56 eV per atom: -2.021 eV

The program warned: the cutoff lies below the one the program advises for these potential files; the forces do not sum to zero within the program's tolerance; empty levels may hold ghost states of the PAW files; the exchange-correlation potential is rough where the density is thin.
